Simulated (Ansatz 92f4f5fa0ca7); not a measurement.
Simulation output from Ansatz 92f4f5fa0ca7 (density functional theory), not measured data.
Periodic cell of 444 atoms, Si256O116H72, with a vacuum gap, from a study of silicon, its oxide and their interface. The atomic structure is a simulated model.

Settings
functional: r2SCAN
potential files: Ansatz PAW
basis: plane waves
wave-function cutoff: 800 eV
density cutoff ratio: 5
exchange-correlation grid ratio: 1
k mesh: 1 x 1 x 1, Gamma-centred
self-consistency stop: 2e-11 eV per atom in the density residual
occupations: fixed
spin: none
net charge: 0
applied field: sawtooth along c, amplitude +0.015 V/angstrom in the program's sign convention, ramp centred at 0.9866 of c and 0.0268 of c wide, no dipole correction

Cell vectors (angstrom)
a	16.3305	0	0
b	0	16.3305	0
c	0	0	37.3013

Atoms: element, x, y, z (angstrom)
Si	-0.5428	0.5015	23.577
Si	2.7506	2.5591	23.5759
Si	-0.3005	5.729	23.9161
Si	2.4828	8.3016	23.5442
Si	0.2052	10.5295	23.3485
Si	2.7427	13.7163	23.3521
Si	5.1727	0.4914	23.4776
Si	7.6924	3.0356	23.4996
Si	5.4614	5.2568	23.6869
Si	8.249	8.1081	23.961
Si	6.2198	10.4264	23.4725
Si	8.4926	13.1017	23.8191
Si	10.9402	-0.53	23.4546
Si	13.4662	2.5723	23.804
Si	10.5291	6.0158	23.7296
Si	13.7557	7.866	23.7812
Si	10.7047	10.9234	23.7854
Si	13.3645	13.7923	23.6142
Si	1.212	1.3956	24.8894
Si	3.9437	4.0669	24.9815
Si	1.3409	6.8836	25.0823
Si	4.227	9.5029	24.6273
Si	1.368	12.2295	24.6102
Si	4.1678	15.0009	24.7058
Si	6.7105	1.4675	24.9595
Si	9.4346	4.1406	24.7197
Si	6.7101	6.7479	25.0248
Si	9.5639	9.5108	25.2489
Si	6.9094	12.0157	25.0886
Si	9.4895	14.8465	24.9874
Si	11.9946	1.1867	24.8845
Si	14.7929	4.0974	25.0438
Si	12.1525	6.8847	25.1739
Si	14.966	9.5588	24.867
Si	12.2595	12.2177	24.9659
Si	14.8935	15.0396	24.8611
Si	-0.0762	2.757	26.3238
Si	2.6967	-0.0263	26.1394
Si	-0.0374	8.2567	26.3534
Si	2.6657	5.4572	26.3611
Si	0.0277	13.61	26.0827
Si	2.7914	10.8999	26.0305
Si	5.3593	2.7585	26.3656
Si	8.1124	0.0115	26.2147
Si	5.3774	8.191	26.2678
Si	8.1272	5.3801	26.2964
Si	5.4692	13.5918	26.1453
Si	8.2025	10.8325	26.5753
Si	10.7529	2.7309	26.1616
Si	13.4872	-0.037	26.291
Si	10.9248	8.2188	26.5754
Si	13.4989	5.4415	26.431
Si	10.8983	13.5663	26.3756
Si	13.6524	10.8968	26.2884
Si	1.3027	4.0837	27.6921
Si	4.0061	1.3224	27.6145
Si	1.4272	9.606	27.5718
Si	4.0555	6.8253	27.6718
Si	1.3597	14.9415	27.5237
Si	4.0644	12.2592	27.506
Si	6.7698	4.0825	27.7039
Si	9.4622	1.3832	27.5995
Si	6.7444	9.4587	27.7297
Si	9.4899	6.7423	27.7069
Si	6.7816	14.9563	27.5733
Si	9.5596	12.2693	27.7983
Si	12.1431	4.0066	27.6591
Si	14.8935	1.343	27.6245
Si	12.3254	9.6046	27.7755
Si	14.9407	6.8335	27.6903
Si	12.2294	14.9499	27.7206
Si	15.0279	12.2949	27.5719
Si	-0.0123	-0.0249	28.9253
Si	2.6799	2.692	29.0053
Si	-0.0389	5.4502	29.0428
Si	2.693	8.1966	29.004
Si	0.0522	10.9324	28.9573
Si	2.7152	13.6014	28.9177
Si	5.4139	-0.024	28.9592
Si	8.1344	2.7052	29.03
Si	5.4214	5.4617	29.0395
Si	8.125	8.1005	29.0497
Si	5.3974	10.9181	28.9627
Si	8.1436	13.6734	29.0243
Si	10.8558	0.0461	29.0025
Si	13.5591	2.6927	29.0184
Si	10.8518	5.3856	29.0568
Si	13.6277	8.1739	29.0806
Si	10.9349	10.9216	29.1178
Si	13.6562	13.6028	29.0062
Si	1.3242	1.3254	30.3484
Si	4.0594	4.0506	30.3629
Si	1.3468	6.7997	30.3802
Si	4.0792	9.5499	30.3487
Si	1.3803	12.2777	30.3416
Si	4.06	14.9534	30.3218
Si	6.7789	1.3349	30.3554
Si	9.5114	4.0396	30.4248
Si	6.7922	6.7707	30.425
Si	9.5212	9.4932	30.3493
Si	6.7739	12.2753	30.3288
Si	9.5014	15.0385	30.3829
Si	12.2297	1.3607	30.4172
Si	14.9365	4.0561	30.3794
Si	12.2485	6.7717	30.3857
Si	15.028	9.5406	30.352
Si	12.3112	12.2827	30.4222
Si	14.9937	14.9868	30.3567
Si	-0.0127	2.6903	6.9361
Si	2.7143	-0.0118	6.9112
Si	-0.0216	8.1387	6.9392
Si	2.7082	5.4078	6.9341
Si	0.0294	13.6406	6.9109
Si	2.7348	10.9064	6.9012
Si	5.438	2.6939	6.9244
Si	8.1664	0.0621	6.9734
Si	5.4444	8.1797	6.917
Si	8.1672	5.419	6.966
Si	5.431	13.6305	6.9086
Si	8.1622	10.8979	6.8498
Si	10.8927	2.7201	7.0136
Si	13.6349	0.009	6.95
Si	10.8785	8.144	6.9116
Si	13.6023	5.4078	6.9609
Si	10.9108	13.6803	6.9024
Si	13.6692	10.8783	6.9297
Si	1.3634	4.022	8.3249
Si	4.0874	1.3333	8.296
Si	1.3764	9.5053	8.209
Si	4.1062	6.7737	8.2513
Si	1.3787	14.9745	8.3084
Si	4.0882	12.2677	8.2801
Si	6.8187	4.0398	8.2894
Si	9.5373	1.3919	8.405
Si	6.8309	9.5534	8.2399
Si	9.5428	6.8003	8.2984
Si	6.7962	15.0056	8.2682
Si	9.5536	12.2542	8.1765
Si	12.2604	4.0904	8.378
Si	14.9918	1.3559	8.3533
Si	12.2673	9.5001	8.2399
Si	14.9682	6.7392	8.3333
Si	12.2442	15.0193	8.3107
Si	15.0077	12.2734	8.2593
Si	0.0502	-0.0075	9.7152
Si	2.7733	2.6893	9.7039
Si	0.0054	5.3526	9.7264
Si	2.6918	8.1064	9.5503
Si	0.0767	10.9018	9.5458
Si	2.7515	13.6293	9.6732
Si	5.4486	-0.0032	9.6917
Si	8.1707	2.7864	9.7525
Si	5.501	5.4333	9.6133
Si	8.2275	8.2378	9.6056
Si	5.4581	10.8826	9.5982
Si	8.2077	13.6151	9.5113
Si	10.93	0.0305	9.7638
Si	13.6382	2.722	9.7354
Si	10.8763	5.4714	9.7163
Si	13.5389	8.0921	9.6326
Si	10.9415	10.9369	9.5494
Si	13.5998	13.6109	9.6028
Si	1.4893	1.2801	11.1209
Si	4.1745	4.0979	11.0231
Si	1.4366	6.7273	10.994
Si	4.0284	9.4732	10.8549
Si	1.4172	12.2088	10.9833
Si	4.132	14.9395	11.0934
Si	6.8071	1.3782	11.0497
Si	9.5013	4.2111	11.1453
Si	6.872	6.8549	10.9051
Si	9.6315	9.6184	10.9417
Si	6.8638	12.2942	10.8673
Si	9.5448	14.8656	10.9685
Si	12.2892	1.4419	11.1678
Si	14.9917	4.0095	11.1811
Si	12.1694	6.8148	11.1482
Si	14.9968	9.5074	10.7516
Si	12.2624	12.2559	10.984
Si	14.9291	14.9394	10.9738
Si	0.1219	2.6131	12.5106
Si	2.8647	-0.0962	12.6024
Si	-0.0411	8.1387	12.1013
Si	2.8631	5.47	12.4366
Si	-0.0641	13.517	12.262
Si	2.7974	10.802	12.3202
Si	5.5443	2.7859	12.461
Si	8.1458	-0.1003	12.2658
Si	5.3857	8.1249	12.1561
Si	8.2511	5.7708	12.4742
Si	5.525	13.5149	12.3451
Si	8.2407	10.9883	12.2145
Si	10.8145	2.822	12.5222
Si	13.6821	-0.0317	12.4512
Si	10.8727	8.3676	12.5117
Si	13.5284	5.3866	12.5007
Si	10.9095	13.5486	12.4329
Si	13.6864	10.8145	12.1465
Si	1.7589	3.8514	13.7086
Si	4.0049	1.6488	13.8746
Si	1.0939	9.6381	13.4338
Si	4.5011	6.632	13.7576
Si	1.2361	14.8011	13.652
Si	4.553	11.778	13.5967
Si	6.7662	4.4734	13.6524
Si	9.6976	1.0229	13.559
Si	6.7077	9.6306	13.2534
Si	9.0479	7.6984	13.8779
Si	7.0267	14.7191	13.6931
Si	9.2753	12.4415	13.7721
Si	12.1566	4.1093	14.0118
Si	15.4844	0.8052	13.7575
Si	12.6791	9.3928	13.6797
Si	14.7767	7.0751	13.5068
Si	12.0073	15.211	13.6985
Si	15.186	11.8625	13.5618
Si	-7.0053	-3.3848	16.6534
Si	43.0464	-23.3002	19.4419
Si	-1.6344	13.5518	20.8307
Si	10.4187	21.0256	19.3775
Si	24.935	23.4364	19.2994
Si	-3.3918	15.5344	19.0903
Si	8.191	0.0704	18.8137
Si	-34.0663	-5.5736	20.583
Si	2.5538	-3.6926	15.6717
Si	0.7675	-1.0798	21.4968
Si	-3.0425	18.5124	18.4931
Si	12.4127	20.8559	21.7578
Si	6.9814	-3.7396	21.3916
Si	10.2427	-1.2975	20.5438
Si	12.3491	-6.9645	21.5461
Si	20.1704	-2.2635	17.9897
Si	20.6215	-11.6584	17.6592
Si	-4.3771	22.0065	16.7372
Si	37.0061	-13.977	19.3533
Si	-6.7884	28.5697	19.7152
Si	-14.6592	9.5799	16.2807
Si	5.3262	2.1771	16.5597
Si	3.6101	6.3908	21.3403
Si	14.8112	6.229	17.7804
Si	-9.6371	14.6248	16.71
Si	10.0756	-13.9768	18.0272
Si	-10.7585	6.8044	18.9231
Si	16.1804	5.1954	15.5231
Si	-1.4844	20.6929	20.2154
Si	-2.9277	-21.405	15.9583
Si	-17.4542	9.3766	17.8289
Si	-18.3864	2.7126	15.5976
Si	20.1732	23.787	16.7386
Si	-6.2128	7.9231	16.9077
Si	6.6563	-14.7342	21.1125
Si	8.2344	35.3215	15.724
Si	3.0121	16.1234	19.8029
Si	4.2734	-2.5915	20.806
Si	-4.251	13.9651	16.4859
Si	17.6184	4.3902	21.5101
O	-4.7904	5.6542	22.4991
O	13.5414	-10.7404	16.9917
O	-4.8268	15.7032	19.7988
O	3.9662	15.3357	20.863
O	7.3394	17.3095	19.8095
O	7.8009	13.4591	16.6889
O	-5.8739	-2.2168	16.5225
O	7.019	7.0903	19.5534
O	-9.3892	18.498	16.5479
O	5.303	14.0603	17.3099
O	3.8952	17.8007	23.138
O	-20.1837	12.3969	16.6368
O	5.6084	5.5019	14.209
O	10.153	-0.5526	21.9972
O	9.6409	7.9049	15.3811
O	-10.8582	2.5615	20.51
O	7.2824	9.1923	23.1357
O	7.2362	15.7973	17.6737
O	3.743	13.208	19.3719
O	5.1521	7.7682	17.6713
O	1.6494	13.6396	14.756
O	16.2117	-18.6911	21.1526
O	12.6037	-1.748	15.0839
O	9.5582	-12.9949	19.2078
O	9.3789	7.1129	23.2156
O	6.0092	16.7658	22.0622
O	16.5333	-0.3752	14.2131
O	2.929	7.6229	22.1299
O	14.8321	22.0052	19.2797
O	19.8935	13.0275	22.0852
O	-0.3671	27.121	21.8351
O	-7.6058	1.4466	14.7927
O	-11.9247	-9.4038	20.0413
O	-2.3431	4.8514	21.5143
O	22.183	-2.8066	20.7543
O	-23.1404	3.0127	16.6431
O	-1.6645	17.9651	23.2129
O	11.1046	5.0017	17.9362
O	0.0419	10.7971	13.9003
O	-1.8708	12.0727	15.0187
O	-6.933	17.2356	18.1422
O	-6.7154	12.0309	23.2553
O	2.0102	11.1535	16.0313
O	0.0729	3.95	20.5071
O	-8.5326	18.6894	21.9982
O	-1.5221	-4.1023	19.9244
O	19.1204	-7.6721	17.0238
O	-2.3029	2.6699	17.1615
O	7.6911	8.607	14.0897
O	4.9497	17.9582	18.0287
O	13.6037	16.9821	18.8671
O	5.6383	5.3017	18.3151
O	4.7204	20.022	16.4401
O	3.371	-10.3989	17.1804
O	16.2053	0.125	22.0504
O	13.463	-5.8872	21.1603
O	14.9851	1.3312	15.2127
O	10.8735	0.0083	14.1009
O	25.8656	11.9685	15.3435
O	12.4571	-6.0519	15.0484
O	14.7329	7.8326	17.7343
O	16.8643	21.5606	22.6368
O	8.2441	13.681	13.982
O	9.5658	-20.3645	18.1029
O	2.7378	-19.2411	17.0454
O	17.8512	-7.4379	14.8209
O	5.6768	10.6532	14.0636
O	11.5717	7.2316	16.8235
O	4.1308	7.4172	15.1438
O	7.7314	3.9388	14.8717
O	19.7215	-0.7406	18.325
O	-2.4079	14.7097	20.0524
O	18.7723	5.3521	20.8863
O	30.4819	-5.969	17.085
O	22.8101	-1.1721	15.1821
O	9.4252	5.8492	19.921
O	8.0184	-20.5192	20.2456
O	6.2421	11.3084	22.0816
O	-7.2046	8.4829	19.9559
O	-4.64	18.5879	18.1753
O	1.7684	14.8572	22.7009
O	-4.6254	8.7651	20.1801
O	14.9365	6.8145	23.3985
O	-5.0684	10.0669	22.5196
O	2.0524	3.1344	22.2026
O	0.3234	9.5204	17.1448
O	1.3739	25.7481	23.117
O	1.4925	-0.59	20.1533
O	-2.3547	-3.1535	22.2348
O	10.3951	-7.0641	17.8045
O	-13.1358	1.3791	19.9218
O	6.609	20.5467	23.1981
O	3.997	12.4517	14.9696
O	-3.2652	8.1724	22.3412
O	12.23	-17.8003	23.1243
O	2.805	19.037	14.2238
O	8.8786	15.2426	19.7004
O	10.3757	13.4059	20.4982
O	12.922	2.8474	14.7258
O	-2.3373	-13.22	19.6216
O	-20.1968	3.1676	22.6399
O	-1.1605	-12.3479	15.1979
O	1.2961	20.9974	15.0618
O	-0.6303	6.5047	14.719
O	26.6252	10.8529	20.005
O	-0.1813	-10.6989	17.0722
O	4.7084	1.3093	15.3299
O	11.6337	4.354	20.3673
O	4.7108	5.7415	22.3282
O	19.9904	3.7382	18.839
O	7.7275	-2.7658	22.4531
O	-2.609	-8.1441	14.1073
O	11.6094	21.371	15.2701
O	-0.9873	9.7412	19.4042
O	8.9633	7.1053	17.7134
O	12.7648	14.7843	17.6809
H	0.511	2.1557	31.2809
H	2.1618	0.5197	31.2809
H	4.8878	3.2354	31.2953
H	3.2394	4.8742	31.2953
H	2.1595	5.9688	31.3127
H	0.5161	7.6125	31.3127
H	3.2611	10.3754	31.2811
H	4.8995	8.7266	31.2811
H	2.197	11.4508	31.274
H	0.5621	13.1031	31.274
H	4.8964	14.1464	31.2543
H	3.2442	15.7811	31.2543
H	7.6353	0.5493	31.2878
H	5.9626	2.1622	31.2878
H	8.7003	4.872	31.3573
H	10.3518	3.2368	31.3573
H	5.9889	7.6105	31.3574
H	7.621	5.9559	31.3574
H	8.7131	10.3285	31.2817
H	10.3455	8.6739	31.2817
H	7.5989	11.4567	31.2612
H	5.9559	13.1008	31.2612
H	10.3383	14.2321	31.3153
H	8.6855	15.8661	31.3153
H	11.4148	2.1893	31.3496
H	13.0673	0.555	31.3496
H	14.1201	4.8832	31.3118
H	15.7629	3.239	31.3118
H	11.4274	7.5942	31.3181
H	13.0672	5.9469	31.3181
H	14.1998	10.356	31.2845
H	15.8119	8.6826	31.2845
H	13.1191	11.4472	31.3546
H	11.4886	13.1037	31.3546
H	15.8215	14.171	31.2891
H	14.1701	15.8067	31.2891
H	-0.8391	3.5075	6.0036
H	0.8006	1.8601	6.0036
H	3.5301	-0.8395	5.9788
H	1.8768	0.7939	5.9788
H	-0.8056	8.9967	6.0068
H	0.809	7.3259	6.0068
H	3.5281	4.5842	6.0017
H	1.8955	6.2387	6.0017
H	-0.7984	14.4563	5.9784
H	0.8475	12.8151	5.9784
H	1.918	11.7333	5.9687
H	3.5529	10.081	5.9687
H	4.6097	3.5091	5.992
H	6.2543	1.8666	5.992
H	8.9824	-0.7655	6.041
H	7.31	0.8477	6.041
H	4.6241	9.003	5.9845
H	6.2478	7.3399	5.9845
H	7.3384	6.2337	6.0335
H	8.9783	4.5866	6.0335
H	6.2491	12.8049	5.9762
H	4.5947	14.4375	5.9762
H	7.3372	11.7164	5.9174
H	8.9704	10.0626	5.9174
H	11.7077	1.8915	6.0811
H	10.0523	3.5229	6.0811
H	14.4586	-0.8109	6.0175
H	12.7974	0.8147	6.0175
H	11.6996	7.3215	5.9792
H	10.0543	8.9633	5.9792
H	12.7836	6.2326	6.0284
H	14.4187	4.5807	6.0284
H	10.074	14.4868	5.9699
H	11.7334	12.8593	5.9699
H	14.4974	10.063	5.9972
H	12.8613	11.7138	5.9972

Results
free energy: -231034.007 eV
free energy less fixed offsets of H -15.71, O -570.45, Si -639.56 eV per atom: -3.327 eV

Forces (eV/angstrom), in the order of the atoms: element, x, y, z
Si	0.0023	0.0002	0.0233
Si	0.0034	0.0003	0.0249
Si	0.007	0.0046	0.0241
Si	-0.004	-0.0005	0.0287
Si	0.0067	-0.0076	0.0365
Si	-0.0041	0.0059	0.0253
Si	-0.0095	0.0051	0.0253
Si	-0.0162	0.0036	0.0297
Si	0.0002	-0.0036	0.0327
Si	-0.0038	-0.0019	0.0246
Si	0.0044	-0.0025	0.0267
Si	0.0022	0.0007	0.0278
Si	0.0019	-0.0138	0.0412
Si	0.0073	-0.0063	0.0227
Si	0.0022	0.0054	0.0256
Si	0.0095	0.0019	0.0231
Si	-0.0024	0.0119	0.0326
Si	-0.0059	0.002	0.0345
Si	-0.0017	-0.0013	-0.0101
Si	0.0031	0.0041	-0.0104
Si	-0.0083	-0.0038	-0.0068
Si	-0.0017	-0.0033	0.0026
Si	0.0037	0.0002	-0.002
Si	-0.0025	0.0002	0.0023
Si	-0.0022	0.0058	-0.0065
Si	0.0018	0.0071	0.003
Si	0.0041	0.0015	-0.0106
Si	-0.0068	-0.003	-0.0127
Si	0.0078	0.0043	-0.0048
Si	0.0034	-0.002	-0.0048
Si	0.0135	0.0052	-0.0104
Si	-0.0076	-0.0038	-0.0064
Si	-0.0099	-0.0063	-0.0037
Si	-0.0034	-0.0063	-0.0023
Si	-0.0006	0.0043	-0.0101
Si	0.0001	0.0043	-0.0127
Si	0.0095	-0.002	0.0048
Si	-0.0102	0.0121	0.0084
Si	0.0078	-0.0031	0.0002
Si	0.0058	-0.0034	-0.004
Si	-0.0163	0.0154	0.0079
Si	-0.0053	0.0011	0.0156
Si	-0.0032	-0.0024	-0.0027
Si	0.0004	-0.0019	0.0049
Si	0.0073	-0.0155	0.0071
Si	-0.0111	0.0111	0.0081
Si	0.0022	-0.005	0.0104
Si	0.001	0.0092	-0.007
Si	0.008	-0.0029	0.0138
Si	0.0029	-0.0037	0.0031
Si	0.0043	0.0057	-0.0046
Si	0.0077	0.0026	0.0029
Si	-0.0086	0.0014	-0.0029
Si	-0.0057	0.0008	0.0026
Si	0.0011	0.0036	0.0157
Si	0.0093	-0.0047	0.0174
Si	-0.0101	-0.0206	0.0176
Si	-0.0011	0.0031	0.0106
Si	0.0133	0.0074	0.027
Si	0.0062	0.0035	0.0258
Si	0.0003	-0.0038	0.0189
Si	-0.015	-0.013	0.031
Si	-0.0006	-0.005	0.0156
Si	0.0038	-0.0151	0.0187
Si	0.0019	0.0039	0.0295
Si	0.0096	0.0015	0.0094
Si	-0.0029	-0.0023	0.0168
Si	-0.0032	0.0052	0.0238
Si	-0.0077	0.0024	0.0117
Si	-0.0042	-0.0051	0.0155
Si	-0.0103	-0.0073	0.0183
Si	-0.0002	-0.022	0.023
Si	0.0261	-0.0213	0.2041
Si	-0.0006	-0.0038	0.1909
Si	-0.0017	-0.0075	0.2045
Si	-0.005	0.0083	0.2005
Si	-0.028	0.0062	0.2017
Si	0.0014	0.0013	0.1959
Si	-0.0206	0.0313	0.1815
Si	-0.002	0.0107	0.2073
Si	-0.0268	-0.0051	0.214
Si	-0.0258	0.0452	0.2459
Si	-0.0142	0.0244	0.22
Si	0.0209	-0.0243	0.2099
Si	0.0254	-0.0158	0.2015
Si	0.0225	-0.0128	0.2177
Si	-0.0241	0.0454	0.2227
Si	0.0057	-0.0002	0.2102
Si	-0.0144	0.0015	0.2219
Si	0.0037	0.0352	0.2206
Si	0.0337	0.0568	0.1533
Si	-0.0263	0.0807	0.2001
Si	-0.0746	0.1383	0.2206
Si	-0.1864	0.0682	0.3106
Si	-0.0215	-0.0022	0.2089
Si	0.0511	-0.0033	0.1195
Si	-0.0996	-0.006	0.1955
Si	-0.0873	0.0351	0.2972
Si	-0.0523	0.0379	0.5351
Si	0.0679	0.0804	0.4588
Si	-0.0255	0.0351	0.2858
Si	-0.0608	-0.0366	0.2738
Si	-0.0425	-0.0244	0.1817
Si	-0.0495	0.1427	0.1918
Si	-0.047	0.0558	0.2885
Si	0.0091	0.0135	0.2805
Si	-0.0707	-0.1146	0.495
Si	0.035	-0.1248	0.1933
Si	0.1245	0.0089	-0.0979
Si	0.038	0.0659	-0.0983
Si	0.0034	-0.086	-0.3115
Si	0.1012	-0.0707	-0.1647
Si	-0.0889	-0.0308	-0.2741
Si	0.0559	-0.0971	-0.3581
Si	0.0779	-0.0558	-0.1885
Si	0.006	-0.0215	-0.1505
Si	0.0917	-0.1772	-0.3546
Si	0.0399	0.0379	-0.3859
Si	0.0675	0.0438	-0.2318
Si	0.1062	0.0056	-0.4213
Si	0.026	0.0132	-0.0974
Si	-0.0218	0.0349	-0.1087
Si	0.0649	0.0658	-0.4124
Si	0.0953	-0.041	-0.234
Si	-0.0829	-0.1165	-0.3862
Si	-0.0896	-0.0357	-0.3884
Si	0.0025	-0.0093	-0.1892
Si	-0.0042	-0.0042	-0.1957
Si	0.0121	-0.0057	-0.2168
Si	0.029	-0.0367	-0.2081
Si	-0.0118	0.0232	-0.2096
Si	0.0028	-0.0021	-0.2224
Si	-0.0049	-0.0103	-0.2254
Si	0.0044	-0.0206	-0.1853
Si	0.0233	-0.0356	-0.2435
Si	0.0039	-0.0229	-0.2266
Si	-0.0048	0.0029	-0.1841
Si	0.0112	-0.0004	-0.2218
Si	0.0021	-0.0252	-0.1879
Si	-0.013	-0.0077	-0.1998
Si	-0.008	0.0052	-0.2036
Si	0.0305	-0.0229	-0.1864
Si	0.0059	0.0259	-0.2268
Si	-0.0233	0.039	-0.2182
Si	-0.0086	0.0018	-0.0169
Si	-0.0006	0.0098	-0.0178
Si	-0.0021	0.0091	-0.0189
Si	0.0044	0.0104	-0.0152
Si	-0.0115	-0.0157	-0.0157
Si	-0.0031	-0.007	-0.0238
Si	0.0107	0.0001	-0.0246
Si	0.0009	-0.004	-0.0256
Si	-0.0142	0.0126	-0.0079
Si	0.0028	0.0041	-0.0151
Si	0.0014	0.0097	-0.0182
Si	0.0038	-0.0015	-0.0128
Si	-0.0215	-0.0139	-0.0239
Si	0.0031	0.0122	-0.0205
Si	0.013	0.0063	-0.0217
Si	0.0172	0.0297	-0.0219
Si	-0.0166	-0.0077	-0.0137
Si	0.015	-0.0017	-0.0174
Si	-0.002	0.0068	-0.0033
Si	0.0062	-0.0096	0.0016
Si	-0.0107	0.0007	-0.0054
Si	-0.0017	-0.0047	0.0003
Si	-0.0032	0.0103	-0.009
Si	0.0034	0.0097	-0.0095
Si	-0.0038	-0.0031	-0.0005
Si	-0.0007	-0.0036	-0.0062
Si	-0.0077	-0.0042	-0.0065
Si	0.0017	0.0096	-0.0009
Si	0.0077	0.0043	-0.0015
Si	-0.0117	0.0025	0.0006
Si	0.0159	-0.0124	-0.0127
Si	0.0058	-0.0031	-0.0085
Si	0.0045	-0.0057	-0.0064
Si	0.0009	-0.0102	0.0177
Si	-0.003	-0.0041	-0.0085
Si	-0.0026	0.0019	-0.0047
Si	-0.0016	-0.0024	0.0052
Si	-0.0132	-0.0038	0.0052
Si	0.0082	0.0114	0.0038
Si	0.0036	-0.0002	0.0003
Si	0.0021	0.0016	0.0028
Si	0.0002	0.0007	0.0029
Si	-0.0027	0.0012	-0.0038
Si	0.0076	-0.0001	0.0019
Si	0.0109	0.0064	0.007
Si	-0.0101	-0.0035	-0.005
Si	-0.0008	-0.0125	-0.0004
Si	-0.0111	-0.0076	0.0064
Si	-0.0031	-0.0079	0.0025
Si	0	0.0024	0.0013
Si	0.0012	0.0013	0.0034
Si	0.0062	0.006	0.0011
Si	-0.0025	0.0093	0.001
Si	0.0089	0.0048	0.0018
Si	-0.0016	0.0033	0.0244
Si	0.0132	0.0093	0.0308
Si	-0.0095	-0.0143	0.027
Si	-0.0064	0.0039	0.0341
Si	0.0023	-0.0066	0.0265
Si	-0.002	0.0106	0.0227
Si	-0.0012	-0.0091	0.0328
Si	-0.0153	-0.0045	0.0335
Si	-0.0006	0.005	0.0112
Si	0.0095	0.0131	0.0344
Si	0.0052	0.0058	0.0332
Si	-0.0054	0.0059	0.0316
Si	0.0064	0.0014	0.0504
Si	-0.0011	0.0052	0.0273
Si	0.004	0.0036	0.0253
Si	0.0102	-0.0072	0.0204
Si	0.0025	-0.0079	0.0323
Si	-0.0054	-0.0058	0.0269
Si	-0.0019	0.009	0.0812
Si	0.0076	0.0058	0.0868
Si	0.0051	-0.0043	0.0479
Si	0.0051	-0.0016	0.0555
Si	-0.0026	0.0017	0.0471
Si	0.0038	-0.0003	0.0606
Si	0.002	0.0019	0.0579
Si	-0.0046	0.0126	0.0481
Si	0.0027	-0.0033	0.0796
Si	-0.0073	0.0068	0.0362
Si	0	-0.0055	0.0663
Si	0.0005	-0.0001	0.0509
Si	-0.0063	0	0.0421
Si	0.001	-0.0045	0.0513
Si	0.0024	0.0032	0.0516
Si	-0.0006	0.0141	0.0695
Si	0.0029	-0.0043	0.0634
Si	-0.0006	0.0037	0.0789
Si	-0.0025	-0.0019	0.0602
Si	-0.0101	0.0024	0.0606
Si	-0.0081	-0.0046	0.0665
Si	0.0034	0.013	0.0767
Si	-0.0091	-0.0033	0.0514
Si	-0.0053	-0.0052	0.0563
Si	-0.0009	0.0005	0.0779
Si	0.0031	-0.0084	0.0615
Si	-0.0027	-0.0009	0.0566
Si	-0.01	0.002	0.0596
Si	0.0131	-0.0084	0.05
Si	0.0067	0.0041	0.0773
Si	0.0005	-0.0046	0.0698
Si	0.0033	0.0087	0.0818
Si	0.0092	-0.0094	0.0861
Si	0.002	0.0023	0.0878
Si	-0.0017	-0.0016	0.0547
Si	0.0024	-0.0062	0.0675
Si	-0.0111	-0.0005	0.0496
Si	0.006	-0.0014	0.0467
Si	-0.006	0.0094	0.0691
Si	0.0046	0.0017	0.0445
O	0.0039	-0.0082	-0.0219
O	-0.0104	-0.0018	-0.026
O	0.0128	0.0008	-0.0217
O	0.0007	0.0005	-0.0214
O	0.0108	-0.0097	-0.0279
O	0.003	-0.0023	-0.0321
O	-0.0025	-0.006	-0.024
O	0.0004	0.0003	-0.0172
O	0.0147	0.0028	-0.029
O	0.0164	0.0047	-0.0231
O	0.0065	-0.0062	-0.0199
O	0.0045	-0.0105	-0.0223
O	0.0017	0.0023	-0.0191
O	-0.0017	0.0022	-0.034
O	-0.0171	-0.0091	-0.08
O	-0.0076	0.0014	-0.0197
O	-0.0074	0.0078	-0.0113
O	-0.0113	-0.0152	-0.0328
O	-0.0029	0.0013	-0.0405
O	-0.0138	0.0076	-0.0351
O	-0.0102	0.0211	-0.0383
O	-0.0048	-0.005	-0.0131
O	0.0016	0.0148	-0.0518
O	0.0004	-0.0073	-0.0238
O	0.0085	-0.011	-0.0195
O	0.0057	0.0044	-0.0231
O	0.0028	-0.0039	-0.0151
O	0.0044	-0.0067	-0.019
O	-0.0023	0.015	-0.0437
O	0.0044	-0.0021	-0.0195
O	-0.0102	0.0028	-0.0251
O	0.0121	-0.0071	-0.0353
O	0.0174	0.002	-0.0413
O	0.0054	-0.0009	-0.0303
O	-0.0023	0.0015	-0.0066
O	-0.0187	0.0059	-0.0471
O	-0.0044	0.0019	-0.0123
O	0.0151	0.0126	-0.0485
O	0.0004	0.0057	-0.0118
O	0.0164	0.0084	-0.0485
O	0.0075	0.0127	-0.0182
O	0	0.0006	-0.0109
O	0.0027	0.0074	-0.0271
O	-0.014	0.0016	-0.0267
O	0.0028	-0.0044	-0.0261
O	-0.0013	-0.0042	-0.0215
O	-0.0062	0.0065	-0.0236
O	0.0078	0.0044	-0.0596
O	0.0006	-0.0042	-0.0167
O	0.0109	0.0005	-0.0531
O	-0.0011	0.0084	-0.0208
O	-0.0058	-0.0037	-0.0312
O	0.0061	-0.0107	-0.0354
O	-0.0047	0.0135	-0.0258
O	0.0067	-0.0089	-0.0179
O	0.0046	-0.0015	-0.0109
O	0.0069	-0.0133	-0.0411
O	0.0009	0.0013	-0.0182
O	0.0042	-0.0069	-0.0676
O	-0.0075	-0.0172	-0.0451
O	0.0021	-0.0042	-0.0261
O	0.0057	-0.0085	-0.0252
O	0.0007	-0.0006	-0.0235
O	-0.0028	0.0114	-0.0588
O	-0.0123	-0.0176	-0.0465
O	-0.0015	0.0043	-0.0511
O	-0.0078	0.0035	-0.0152
O	0.0003	-0.0009	-0.0233
O	0.0089	-0.0096	-0.06
O	-0.0122	0.0188	-0.0377
O	0.0065	-0.0118	-0.0287
O	-0.0149	0.012	-0.0317
O	0.0014	0.0021	-0.0203
O	-0.0155	0.0162	-0.0375
O	0.0021	0.0007	-0.0649
O	-0.0013	0.0027	-0.0169
O	0.0162	0.0002	-0.0305
O	0.0046	0.0068	-0.024
O	-0.0008	-0.003	-0.0215
O	-0.0044	0.0011	-0.0184
O	-0.0007	0.0002	-0.0159
O	-0.0112	-0.0004	-0.0259
O	-0.0076	0.0008	-0.0126
O	0.0061	-0.0086	-0.0216
O	-0.0073	0.0088	-0.0132
O	0.0184	0.0032	-0.0321
O	-0.0012	0.004	-0.0133
O	0.0089	0.0026	-0.0173
O	0.0103	-0.0019	-0.0269
O	-0.0008	-0.0098	-0.0336
O	0.007	0.0038	-0.012
O	0.0106	-0.0095	-0.007
O	0.0144	-0.0126	-0.0423
O	-0.0112	0.0052	-0.0204
O	-0.0042	0.0071	-0.0212
O	-0.0024	0.0001	-0.0181
O	-0.0085	0.0066	-0.0258
O	-0.0036	-0.0092	-0.011
O	-0.0169	0.0145	-0.0396
O	-0.0093	-0.0143	-0.0276
O	-0.0065	0.0116	-0.0208
O	0.0025	-0.002	-0.0344
O	0.0128	-0.0145	-0.0376
O	-0.0149	0.0142	-0.0378
O	-0.001	-0.0014	-0.0175
O	0.0099	-0.0068	-0.0454
O	-0.0211	-0.0094	-0.0638
O	-0.0145	0.0012	-0.0301
O	-0.0082	0.0094	-0.0247
O	0.0034	0.0105	-0.0247
O	-0.0037	-0.0033	-0.0223
O	-0.0048	0.0026	-0.0191
O	0.0001	-0.0219	-0.0675
O	0.0021	-0.0134	-0.0472
O	0.0139	0.0056	-0.0481
O	-0.0107	-0.0168	-0.0432
H	0.2034	-0.3526	-0.2762
H	-0.3462	0.227	-0.2586
H	-0.2826	0.2937	-0.2645
H	0.2321	-0.3131	-0.2471
H	-0.1816	0.3137	-0.2928
H	0.3401	-0.3331	-0.2099
H	0.2833	-0.3478	-0.2031
H	-0.178	0.2806	-0.3216
H	-0.2572	0.3166	-0.2781
H	0.3283	-0.2506	-0.277
H	-0.3791	0.2616	-0.2582
H	0.2452	-0.3045	-0.2945
H	-0.4548	0.2477	-0.2643
H	0.2306	-0.3273	-0.2669
H	0.2293	-0.3258	-0.2589
H	-0.3807	0.253	-0.2647
H	0.2334	-0.2736	-0.2165
H	-0.3392	0.2263	-0.258
H	0.1856	-0.2648	-0.2225
H	-0.3356	0.2503	-0.2255
H	-0.2311	0.1811	-0.288
H	0.3115	-0.368	-0.2136
H	-0.2032	0.1456	-0.3094
H	0.4064	-0.3522	-0.2092
H	0.3264	-0.3217	-0.2643
H	-0.3341	0.1707	-0.2738
H	0.2862	-0.3645	-0.2287
H	-0.2907	0.2427	-0.2803
H	0.2372	-0.3182	-0.2317
H	-0.3057	0.3188	-0.2535
H	0.3374	-0.18	-0.2786
H	-0.1693	0.4716	-0.2443
H	-0.2415	0.3341	-0.202
H	0.3033	-0.0864	-0.2521
H	-0.2899	0.323	-0.2378
H	0.2835	-0.2186	-0.3173
H	0.3075	-0.2569	0.2797
H	-0.3221	0.2691	0.2641
H	-0.3071	0.3132	0.2673
H	0.3168	-0.2572	0.267
H	0.1745	-0.4797	0.2411
H	-0.3299	0.1996	0.2401
H	-0.3523	0.238	0.2296
H	0.2244	-0.2941	0.2759
H	0.361	-0.2438	0.236
H	-0.2639	0.3039	0.266
H	0.2609	-0.3062	0.2605
H	-0.2152	0.3822	0.2161
H	0.2891	-0.237	0.2916
H	-0.377	0.3406	0.2042
H	-0.203	0.31	0.2937
H	0.4927	-0.1955	0.2598
H	0.2803	-0.2847	0.2732
H	-0.2238	0.3013	0.1986
H	0.2545	-0.2419	0.2648
H	-0.2567	0.3581	0.1992
H	-0.2422	0.284	0.2825
H	0.3271	-0.3109	0.2456
H	0.284	-0.2547	0.2415
H	-0.2896	0.2538	0.2172
H	-0.2581	0.2733	0.2893
H	0.3316	-0.2529	0.2722
H	-0.3015	0.2869	0.2887
H	0.3499	-0.1914	0.2353
H	-0.27	0.2888	0.2152
H	0.2213	-0.3068	0.2701
H	0.2718	-0.2475	0.2971
H	-0.3554	0.2445	0.2471
H	0.3215	-0.2565	0.2067
H	-0.0971	0.2991	0.2366
H	-0.3192	0.3826	0.2092
H	0.1366	-0.2378	0.2578

The program warned: the cutoff lies below the one the program advises for these potential files; the forces do not sum to zero within the program's tolerance; empty levels may hold ghost states of the PAW files; the exchange-correlation potential is rough where the density is thin.
